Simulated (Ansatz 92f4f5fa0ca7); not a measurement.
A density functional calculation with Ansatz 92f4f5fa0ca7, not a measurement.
Periodic cell of 224 atoms, Si133O89H1N1, from a study of silicon, its oxide and their interface. The atomic structure is a simulated model.
Doubt: the cutoff is far below the 930 eV that the study's wrapper takes by default for these files, so forces and energies are approximate.

Settings: functional PBE; potential files Ansatz PAW; basis plane waves; wave-function cutoff 580 eV; density cutoff ratio 5; exchange-correlation grid ratio 1; k mesh 1 x 1 x 1, Gamma-centred; self-consistency stop 5e-08 eV per atom in the density residual; occupations fixed; spin none; net charge 0.

Cell vectors (angstrom)
a	10.938	0	0
b	0	10.938	0
c	0	0	32.2361

Atoms and the computed forces on them: element, x, y, z (angstrom), force x, y, z (eV/angstrom)
Si	0.1435	-0.2647	24.8638	0.0209	-0.085	-0.2794
Si	5.2441	0.0745	24.8795	-0.1399	0.0734	-0.3861
Si	3.1333	2.4284	24.7412	-0.0021	-0.0657	-0.3364
Si	7.832	2.9642	24.6721	-0.0608	-0.0598	-0.2685
Si	-0.2953	5.5739	24.4996	-0.1484	0.0315	-0.2446
Si	5.8139	5.3943	24.5433	0.0298	0.1101	-0.038
Si	2.296	8.4249	24.8001	-0.0131	0.1648	-0.4194
Si	8.5988	7.8951	24.9306	-0.0826	0.085	-0.2946
Si	1.389	1.3921	26.0213	0.0698	-0.0809	-0.117
Si	6.8022	1.3559	26.1047	0.0321	0.0286	-0.0817
Si	4.1744	4.1734	25.9371	0.1326	0.0228	-0.0812
Si	9.5276	4.0623	25.9674	-0.0965	-0.0766	-0.1634
Si	1.2629	6.7243	26.0229	-0.0338	-0.0304	-0.2002
Si	6.9029	6.7711	26.1251	0.0426	0.1166	-0.2136
Si	4.0145	9.4674	26.1141	-0.0837	0.0309	-0.0755
Si	9.6674	9.4878	26.2812	-0.0664	0.0035	-0.1698
Si	2.7156	0.0024	27.4495	0.0384	0.0091	0.09
Si	8.2141	-0.009	27.4592	-0.0208	0.0268	0.0129
Si	-0.0034	2.7402	27.3863	-0.0165	-0.0015	0.0513
Si	5.4573	2.7773	27.4385	-0.0402	-0.0452	0.0212
Si	2.7433	5.4518	27.3737	0.0653	-0.0212	0.0569
Si	8.2448	5.4136	27.4628	0.0319	-0.0141	0.0694
Si	0.0674	8.1029	27.5316	-0.0025	0.0376	0.1334
Si	5.4787	8.1617	27.435	0.0516	0.033	0.0486
Si	4.1018	1.3673	28.8179	-0.0868	0.1646	-0.1218
Si	9.5708	1.3673	28.8179	0.1183	0.1266	-0.1957
Si	1.3673	4.1018	28.8179	0.0281	-0.0096	-0.4647
Si	6.8362	4.1018	28.8179	0.1121	-0.1311	0.151
Si	4.1018	6.8362	28.8179	-0.1097	-0.2137	-0.2445
Si	9.5708	6.8362	28.8179	-0.0911	-0.3773	0.435
Si	1.3673	9.5708	28.8179	0.2487	-0.1173	0.2804
Si	6.8362	9.5708	28.8179	-0.1596	-0.0374	-0.127
Si	0	0	30.1851	-0.0396	-0.0524	-0.0277
Si	5.469	0	30.1851	0.0077	0.0055	-0.0292
Si	2.7345	2.7345	30.1851	-0.0248	-0.0649	-0.0343
Si	8.2035	2.7345	30.1851	-0.0676	0.0138	0.0041
Si	0	5.469	30.1851	-0.1063	0.0621	0.0204
Si	5.469	5.469	30.1851	-0.0182	-0.0229	-0.027
Si	2.7345	8.2035	30.1851	0.0414	0.1473	0.0083
Si	8.2035	8.2035	30.1851	0.0024	-0.0674	-0.03
Si	1.3673	1.3673	31.5524	0.0463	0.02	-0.0004
Si	6.8362	1.3673	31.5524	0.0463	-0.0207	-0.0183
Si	4.1018	4.1018	31.5524	0.018	0.0006	-0.0164
Si	9.5708	4.1018	31.5524	0.0865	-0.0408	-0.0242
Si	1.3673	6.8362	31.5524	0.0229	-0.0349	-0.0397
Si	6.8362	6.8362	31.5524	-0.0367	0.0442	-0.0121
Si	4.1018	9.5708	31.5524	-0.0067	-0.073	-0.0185
Si	9.5708	9.5708	31.5524	-0.0391	0.0148	-0.0111
Si	2.7345	0	0.6835	0.0183	-0.0551	0.0023
Si	8.2035	0	0.6835	-0.0074	-0.0086	0.0353
Si	0	2.7345	0.6835	-0.137	0.0445	0.0277
Si	5.469	2.7345	0.6835	-0.0002	0.0068	0.0075
Si	2.7345	5.469	0.6835	-0.0324	0.0604	0.0159
Si	8.2035	5.469	0.6835	0.0137	0.0127	0.0133
Si	0	8.2035	0.6835	0.0097	-0.0187	0.017
Si	5.469	8.2035	0.6835	-0.0068	0.0573	0.0163
Si	4.1018	1.3673	2.0507	-0.0403	0.0256	0.0365
Si	9.5708	1.3673	2.0507	0.0648	-0.0112	-0.0139
Si	1.3673	4.1018	2.0507	0.0874	0.0163	0.0217
Si	6.8362	4.1018	2.0507	-0.1019	-0.0892	0.0251
Si	4.1018	6.8362	2.0507	0.0574	-0.0107	0.0032
Si	9.5708	6.8362	2.0507	0.0006	0.0239	0.0104
Si	1.3673	9.5708	2.0507	0.1169	0.1014	0.0301
Si	6.8362	9.5708	2.0507	0.0179	-0.1173	0
Si	0	0	3.418	0.307	0.5692	-0.1165
Si	5.469	0	3.418	0.068	0.0627	0.6806
Si	2.7345	2.7345	3.418	-0.0319	-0.2283	-0.1814
Si	8.2035	2.7345	3.418	-0.3516	-0.4044	0.1764
Si	0	5.469	3.418	-0.0717	0.0744	0.232
Si	5.469	5.469	3.418	-0.404	-0.2065	-0.2982
Si	2.7345	8.2035	3.418	0.3476	0.5003	0.0889
Si	8.2035	8.2035	3.418	-0.0686	0.1559	-0.4454
Si	1.3851	1.4157	4.8461	-0.0822	-0.0358	0.0621
Si	6.8323	1.3561	4.9157	-0.0416	0.0147	-0.0318
Si	4.0766	4.0686	4.7752	0.0035	0.0434	-0.1154
Si	9.5511	4.0572	4.7687	0.0447	-0.0169	-0.1753
Si	1.3609	6.9201	4.7631	0.0131	0.03	-0.1564
Si	6.8182	6.8356	4.7036	-0.0632	0.0044	-0.0577
Si	4.0956	9.6227	4.8891	-0.0217	0.0002	0.0887
Si	9.52	9.6586	4.7069	-0.0258	-0.003	-0.1823
Si	2.7249	0.1421	6.3736	0.044	-0.1012	0.2766
Si	8.3238	-0.0283	6.2801	0.0676	0.042	0.2721
Si	-0.0359	2.7801	6.223	-0.1332	-0.0147	0.165
Si	5.397	2.7862	6.2733	0.1343	0.0437	0.1148
Si	2.675	5.4621	6.051	0.0213	0.2199	0.1415
Si	8.1421	5.4382	6.004	-0.1453	-0.179	0.2666
Si	-0.0102	8.4161	6.0102	0.2501	0.0551	0.2713
Si	5.5623	8.1673	6.1548	-0.1413	0.0286	0.1177
Si	4.0067	1.6791	7.8856	0.1001	-0.1922	0.0822
Si	9.8892	1.1943	7.762	-0.2424	0.4761	0.0345
Si	0.8481	4.6857	7.3782	-0.1393	0.2526	0.4625
Si	6.6373	4.3569	7.5419	0.0416	0.1101	0.1582
Si	4.373	6.4818	7.3279	0.0461	-0.1156	0.2763
Si	9.5319	6.9267	7.0758	0.0255	0.0854	0.6181
Si	1.032	9.915	7.623	0.3168	-0.3461	-0.0246
Si	7.3727	9.0564	7.4572	0.3517	-0.2441	0.3326
O	9.5911	6.8158	24.1073	-0.0556	0.0132	0.5626
O	4.1503	1.1866	24.34	0.0074	0.1281	0.3957
O	8.4918	7.8942	8.0184	-0.0953	0.1465	-0.7867
O	3.2214	2.5254	9.1019	0.1702	-0.1513	-0.4457
O	6.8209	4.157	24.0648	0.0672	-0.1089	0.3913
O	2.8122	7.6643	23.4377	0.0202	0.0425	0.304
O	5.514	5.4804	8.0178	-0.1996	0.0854	-0.5256
N	0.1593	0.1754	8.5997	-0.1551	-0.0273	-0.3663
O	7.232	3.8017	8.9783	-0.0162	0.0035	-0.2658
O	6.7959	9.6715	8.867	-0.1391	0.0568	-0.0577
O	10.6247	5.8787	7.8642	0.2398	-0.3112	-0.5848
O	1.5731	8.8081	8.7334	0.0927	0.0181	-0.0835
O	5.1774	0.8605	8.7433	-0.0533	-0.0411	-0.0852
O	1.3088	4.2987	8.8934	0.0735	-0.0365	-0.1311
O	9.1499	2.04	8.9824	0.0767	-0.1472	-0.1478
O	3.4817	6.9134	8.6388	-0.0625	0.1263	-0.0629
O	7.9281	8.7997	23.7563	-0.0269	0.0112	-0.062
O	8.3143	2.2026	23.2875	-0.004	0.0313	0.1477
O	5.4939	6.3625	23.2139	0.0078	-0.2909	0.3254
O	2.8289	2.9981	23.2149	0.0496	0.0813	0.4062
O	12.1857	-1.3395	24.2206	0.0673	-0.0895	0.5626
O	0.0836	4.8491	23.0287	-0.1163	0.1472	0.5783
O	4.0347	7.4521	21.191	0.0268	0.0172	0.1327
O	10.9566	21.0476	20.8287	-0.0114	0.0362	0.0811
Si	5.3631	4.8363	16.7236	0.0732	-0.0045	0.0021
Si	0.5238	8.7635	20.0958	0.0465	0.0663	-0.1046
Si	6.069	9.3402	12.1427	0.1682	-0.2446	0.2341
Si	13.3374	4.915	12.665	-0.0127	0.1632	0.1753
Si	8.6443	2.96	12.9017	0.0874	0.0066	0.1376
Si	9.8807	0.0322	12.8033	0.0456	-0.0747	0.0984
Si	2.0061	3.2752	9.9265	-0.0366	0.037	0.0916
Si	2.5915	-3.7299	21.8999	-0.1781	0.0668	-0.3862
Si	17.683	7.0089	15.5218	0.0577	0.1704	-0.071
Si	7.0814	11.0994	18.6547	-0.0085	0.0365	-0.0547
Si	8.5537	3.3282	9.8278	-0.029	-0.0536	0.0413
Si	3.4642	13.1218	14.0138	-0.0213	-0.0319	-0.0137
Si	5.7906	0.4661	14.3785	0.0523	-0.0991	0.067
Si	6.9676	5.9677	19.2677	0.1794	-0.0181	0.014
Si	0.8329	4.7646	21.5605	0.1161	0.1435	-0.338
Si	13.6575	-0.9907	18.2353	0.0218	0.0173	0.0269
Si	3.3148	2.8254	17.0883	-0.0402	-0.0303	0.0712
Si	5.3852	10.3076	9.3509	0.1072	0.0454	0.1932
Si	9.4986	6.5528	16.5252	0.0629	0.0424	0.0439
Si	16.4779	7.097	21.7385	-0.0551	-0.181	-0.3457
Si	9.7846	4.783	19.0742	-0.1423	-0.0023	-0.0971
Si	1.8674	-0.3316	12.7391	-0.1201	-0.1255	0.2304
Si	5.1848	20.4984	16.6031	-0.0249	0.0268	0.0331
Si	8.4483	8.1182	12.9823	-0.0383	0.0003	-0.1196
Si	11.4164	0.5546	10.3	-0.1362	-0.1689	0.1566
Si	7.0122	9.6113	22.7053	-0.015	-0.0966	0.1682
Si	11.3281	11.6744	20.8919	0.1717	-0.0402	-0.1666
Si	-0.6379	-5.2545	13.5488	-0.0295	0.1265	-0.022
Si	4.4346	1.1584	19.5776	-0.0246	-0.1212	-0.0435
Si	3.0163	8.3146	9.2942	-0.1612	-0.0683	0.2019
Si	0.9999	1.3241	17.8177	-0.1031	-0.076	0.0102
Si	3.3715	7.925	12.4073	0.0551	0.0216	0.2915
Si	2.5388	2.3254	21.7666	-0.0605	-0.3442	-0.3333
Si	7.2832	2.7134	15.4254	0.0211	-0.0359	0.0748
Si	8.8116	8.435	18.596	0.0008	-0.0129	0.0415
Si	9.0441	0.9254	22.5975	0.3308	0.1443	-0.0906
Si	9.2394	2.1984	17.5464	-0.0122	-0.053	-0.0168
O	6.1435	8.2933	16.3076	0.0017	-0.0758	-0.0428
O	4.9988	1.7129	13.6672	-0.0296	0.0467	-0.0104
O	13.128	5.6525	21.7161	0.0512	-0.0619	0.1197
O	6.4818	10.4379	13.2734	0.003	-0.0235	-0.0781
O	2.5278	9.1492	13.1529	0.0181	0.0336	-0.0725
O	1.6589	0.9437	21.9164	-0.0022	0.0007	0.0498
O	2.9102	8.0398	10.8684	0.0148	-0.0038	-0.305
O	3.5339	-0.2133	19.4323	0.0761	0.0422	0.0401
O	10.2911	-4.7418	15.132	0.0007	0.0112	0.0511
O	9.5679	-4.003	12.7211	0.0185	-0.0471	0.01
O	3.8092	4.3828	16.972	0.0153	0.0194	-0.0336
O	8.2179	9.9313	18.9135	-0.0157	0.0024	0.014
O	9.4057	8.1344	17.0639	0.0091	-0.0666	-0.0748
O	14.3037	2.101	15.6322	0.0113	-0.0441	-0.0168
O	7.4567	7.5769	14.1733	-0.0614	-0.0138	0.0332
O	11.8422	5.4095	13.1026	0.0096	-0.0493	-0.0457
O	4.9443	8.2733	12.6551	-0.0393	0.0452	-0.0978
O	6.185	6.0458	20.6842	-0.0664	0.0825	0.1618
O	9.9027	14.1647	18.6183	0.0431	0.022	0.0354
O	5.5082	5.9272	15.4927	-0.0049	-0.0017	0.0242
O	7.5604	7.4358	18.8851	-0.0467	-0.0051	0.0205
O	1.5802	8.9689	18.8628	-0.0094	-0.0255	0.0022
O	12.3951	3.34	21.08	-0.06	0.0279	0.0546
O	8.147	2.8757	11.3507	0.0184	0.077	-0.244
O	10.0707	-2.8575	19.5883	0.0213	0.0172	0.0197
O	-0.1848	-5.7764	20.3318	0.1153	-0.046	0.2339
O	6.0457	10.5382	17.5527	-0.0031	0.018	0.0243
O	3.2221	6.3423	12.8275	-0.027	-0.0025	-0.0814
O	6.0255	0.7418	19.8059	-0.0246	-0.0196	-0.0088
O	10.138	5.6924	17.7553	0.0434	-0.0073	-0.0042
O	1.6858	-0.2711	11.0879	-0.021	0.117	-0.2321
O	8.2238	4.9644	19.5032	-0.0373	0.0154	-0.0319
O	6.1331	14.4136	16.2695	-0.0152	-0.0107	-0.0096
O	11.8001	1.1867	19.4195	-0.0289	0.0341	0.1407
O	7.3801	14.1968	13.8951	0.0258	0.0251	-0.0529
O	4.8214	10.4168	15.2613	-0.0039	0.0478	-0.0406
O	9.6163	4.237	13.2266	-0.0077	-0.0336	-0.0099
O	8.7137	2.9345	16.1908	-0.0378	0.0382	-0.0485
O	7.9258	6.1611	16.2847	-0.0608	-0.047	0.0117
O	4.2408	2.0492	18.2086	0.0067	0.0485	-0.002
O	4.1088	9.4379	8.8485	-0.0438	-0.008	-0.0974
O	5.4393	-0.6751	10.9661	-0.0629	0.0988	-0.2658
O	9.96	12.4358	21.3603	-0.2476	-0.0498	0.2249
O	1.7386	2.7548	17.5263	0.0639	0.0403	-0.0398
O	10.0804	0.2508	23.6651	0.061	0.0273	0.1181
O	6.3844	8.5037	21.6842	0.1235	0.1331	0.1101
O	2.4711	4.2302	11.1726	-0.0383	-0.1025	-0.2009
O	-1.6794	1.471	13.3093	-0.0076	0.0414	-0.0622
O	2.6101	11.9692	13.2374	0.0326	0.0063	-0.0244
O	-0.4737	23.0708	17.1328	0.0295	0.0146	-0.0331
O	7.965	10.7649	22.0393	-0.0718	-0.0679	-0.0021
O	6.9428	1.1124	15.3393	-0.037	0.0366	-0.0292
O	1.946	0.0983	17.2858	-0.0185	0.0407	-0.052
O	9.6021	4.538	10.0736	-0.0113	-0.0277	-0.0087
O	14.7249	9.104	17.3267	0.0464	0.001	-0.045
O	0.4148	-0.1997	13.4581	0.0313	0.0222	0.0025
O	10.0556	0.1917	11.1646	0.1219	0.0984	-0.1191
O	7.3992	-2.4921	11.7444	-0.0776	0.0845	0.0372
O	0.9199	2.14	10.4024	-0.013	0.0292	0.0674
O	3.8816	2.0236	20.8676	-0.084	0.063	0.1082
O	16.7154	10.3421	23.4707	0.0654	0.003	0.1763
O	1.3172	7.9508	21.2347	0.0735	-0.035	0.1387
O	5.9353	5.4277	18.1322	-0.0772	0.0002	0.0288
O	13.9783	3.7194	13.6046	0.026	-0.0339	-0.0044
O	7.9582	1.4474	18.1966	-0.0234	-0.0189	0.0489
O	9.1244	-1.3513	13.2631	0.0139	0.069	-0.0075
H	10.0201	5.032	9.3382	-0.0684	0.0259	0.0074

Results
free energy: -135565.894 eV
free energy less fixed offsets of H -15.97, N -385.13, O -568.88, Si -635.61 eV per atom: 1.656 eV

The program warned: the cutoff lies below the one the program advises for these potential files; the forces do not sum to zero within the program's tolerance; the exchange-correlation potential is rough where the density is thin.
